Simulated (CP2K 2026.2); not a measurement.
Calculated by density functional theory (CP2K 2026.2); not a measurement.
Periodic cell of 444 atoms, Si328O116, from a study of silicon, its oxide and their interface. The atomic structure is a simulated model.
Doubt: the forces sum to 1.70 eV/angstrom along one axis rather than to zero, so they err by at least 0.0038 eV/angstrom per atom on average; the grid cutoff is modest.

Settings: functional PBE; method Gaussian and plane waves; basis set DZVP-MOLOPT-SR-GTH; pseudopotentials GTH-PBE; grid cutoff 350 Ry, relative cutoff 50 Ry; k points Gamma only; occupations fixed; spin none; net charge 0.

Cell vectors (angstrom)
a 16.4025 0 0
b 0 16.4025 0
c 0 0 30.4345

Atoms and the computed forces on them: element, x, y, z (angstrom), force x, y, z (eV/angstrom)
Si 16.05 0.1887 0.0378 0.0889 -0.2368 -0.3338
Si 2.7048 2.9561 30.2285 0.1243 -0.2724 -0.0076
Si 0.1232 4.9571 30.327 -0.3478 0.2486 -0.2897
Si 2.7328 8.0481 0.4322 -0.167 0.1386 0.1497
Si 16.2876 10.9752 30.4006 -0.0468 -0.0502 -0.3279
Si 2.8806 13.3159 30.4344 -0.0711 0.0865 -0.2694
Si 5.6617 16.0111 30.3617 -0.1462 -0.0097 -0.2944
Si 8.6787 2.3837 0.0339 0.0601 0.0937 -0.4552
Si 5.1581 6.1421 30.3135 0.0722 0.2787 0.3339
Si 8.7071 7.9556 30.3736 -0.1754 0.1041 -0.2305
Si 4.8932 10.9177 30.3683 -0.0487 -0.1064 -0.116
Si 8.0896 13.9125 30.3774 0.1495 -0.0512 -0.2514
Si 10.6607 16.3079 0.3298 0.106 -0.1292 -0.3407
Si 13.7419 2.3767 0.1181 -0.2282 0.0257 -0.257
Si 10.8541 5.6607 0.1178 -0.0481 -0.1789 -0.2798
Si 13.3979 8.3411 0.1273 -0.1124 -0.1218 -0.5285
Si 11.3102 10.7585 0.0323 0.1415 0.3045 -0.464
Si 14.1993 13.3722 0.0178 -0.2215 0.1477 -0.1691
Si 1.5058 1.2667 1.1081 -0.1109 0.0572 -0.1377
Si 4.1949 4.1366 1.1696 -0.0283 0.2369 -0.4384
Si 1.0853 6.6901 1.3415 0.0834 -0.0429 -0.2668
Si 3.9498 9.6628 1.6443 -0.1268 -0.0892 -0.1198
Si 1.3642 12.1853 1.3969 0.0016 0.0535 -0.2402
Si 4.1348 14.8716 1.3196 -0.0195 -0.0777 -0.2232
Si 6.8033 1.3625 1.1483 0.0819 -0.1777 -0.0997
Si 9.6439 4.0499 1.402 0.0701 0.0615 -0.2584
Si 6.9722 6.9015 1.238 0.0947 0.1328 -0.3372
Si 9.6688 9.6009 1.3158 0.0929 -0.0792 -0.1632
Si 6.7971 12.1288 1.0484 -0.1472 0.1856 -0.2719
Si 9.4356 14.878 1.6313 0.0266 -0.0154 -0.2229
Si 12.2925 1.175 1.4995 -0.184 -0.0153 -0.3071
Si 14.9303 4.0286 1.3372 -0.0924 -0.1446 -0.044
Si 12.3021 6.8264 1.5207 -0.019 0.0454 -0.1681
Si 15.0546 9.4967 1.3487 -0.0743 0.0931 -0.2143
Si 12.4255 12.3412 1.3414 0.2767 -0.0219 -0.2215
Si 15.1178 14.9715 1.4893 -0.0339 0.0569 -0.2068
Si 0.0487 2.6378 2.6112 -0.0245 -0.1158 0.0598
Si 2.7801 16.3237 2.6094 -0.0682 0.0737 -0.0653
Si 16.3064 8.1292 2.7726 0.0828 -0.0567 -0.0655
Si 2.7147 5.4155 2.6069 -0.0565 -0.0152 0.3256
Si 0.0907 13.6192 2.788 0.0045 0.0263 0.1212
Si 2.612 10.9646 2.9482 0.0598 0.0029 0.0773
Si 5.4997 2.7413 2.5749 0.0035 -0.0707 -0.091
Si 8.083 0.0057 2.7486 -0.1019 0.1289 0.0905
Si 5.5209 8.2265 2.6806 0.1472 -0.0141 0.3544
Si 8.194 5.4274 2.681 -0.034 0.0443 0.002
Si 5.5095 13.512 2.6544 0.0782 -0.0362 -0.1053
Si 8.1706 10.9088 2.5999 0.0433 -0.0725 -0.0633
Si 10.9685 2.6788 2.7814 0.0828 -0.0247 0.1493
Si 13.6697 16.2593 2.8323 0.0474 -0.0498 0.2014
Si 10.94 8.2326 2.7983 -0.0042 0.1076 0.1571
Si 13.6761 5.4272 2.7808 0.0869 -0.0493 -0.04
Si 10.9734 13.5812 2.7849 0.1071 -0.1344 0.0172
Si 13.7305 10.9181 2.756 -0.1247 0.0786 -0.0385
Si 1.3788 4.0277 4.0602 0.0715 0.0683 -0.4148
Si 4.1229 1.3486 3.9645 -0.0377 -0.006 0.0036
Si 1.285 9.4844 4.1673 0.0471 0.0082 0.0271
Si 4.1058 6.8108 4.0318 -0.0546 -0.0672 -0.3005
Si 1.439 15.0366 4.0948 0.0185 -0.1016 -0.0073
Si 4.1092 12.2961 4.1544 0.0532 0.0592 -0.0053
Si 6.8158 4.0657 4.0356 0.0507 0.0883 0.0433
Si 9.5252 1.3452 4.111 -0.0452 -0.0355 -0.1177
Si 6.8753 9.5763 4.0896 -0.1764 -0.121 -0.206
Si 9.5459 6.8127 4.0928 0.0293 0.0634 -0.0895
Si 6.7752 14.9688 4.0891 0.0037 0.0387 -0.0952
Si 9.5389 12.2254 4.0624 0.087 -0.0178 -0.0083
Si 12.316 4.0651 4.137 0.0061 -0.1253 0.0229
Si 15.0725 1.3102 4.086 0.1023 0.0385 -0.2259
Si 12.3283 9.5815 4.1583 0.0057 -0.0462 -0.1538
Si 15.0007 6.7889 4.1629 -0.0577 0.0356 0.0734
Si 12.275 14.9527 4.1857 0.0305 0.0876 -0.0242
Si 15.0767 12.2812 4.1553 -0.0148 -0.061 -0.1734
Si 16.3763 0.018 10.9401 -0.0199 -0.0071 0.0107
Si 2.7128 2.7363 10.9483 0.0095 0.0229 -0.0009
Si 16.4004 5.4528 10.9364 -0.0141 0.0046 0.0127
Si 2.7352 8.1891 10.9176 -0.0117 -0.004 -0.0009
Si 16.4011 10.938 10.9306 -0.0105 0.0124 -0.002
Si 2.7215 13.6761 10.9252 0.0301 -0.0093 -0.0063
Si 5.4565 0.0173 10.9472 0.0061 0.0013 0.0024
Si 8.2113 2.7453 10.9328 -0.0076 -0.0048 -0.0168
Si 5.4631 5.4644 10.9355 -0.0263 0.012 -0.0034
Si 8.2066 8.2132 10.9324 -0.0204 -0.0019 -0.0069
Si 5.4706 10.9441 10.9178 0.0058 -0.0169 -0.0099
Si 8.2021 13.6914 10.944 -0.0162 0.0092 0.0018
Si 10.9332 0.0215 10.9367 -0.0216 0.0097 0.0088
Si 13.6674 2.7336 10.9232 0.0022 0.0064 -0.0005
Si 10.9539 5.4659 10.9299 0.0055 -0.0209 0.0045
Si 13.6827 8.1906 10.9448 -0.007 0.022 0.0098
Si 10.9381 10.9552 10.9536 -0.0368 -0.0051 -0.0004
Si 13.6625 13.6998 10.9452 -0.0234 -0.0024 0.0086
Si 1.3142 1.3961 12.3152 0.0433 -0.0154 0.0099
Si 4.0809 4.107 12.3022 -0.0033 -0.0165 -0.0003
Si 1.365 6.8316 12.2914 0.0517 0.0372 -0.0027
Si 4.0949 9.5768 12.2666 0.0537 0.054 -0.0138
Si 1.3417 12.3303 12.2962 -0.0165 -0.0405 -0.0054
Si 4.0631 15.0576 12.296 -0.0319 -0.0344 0.0018
Si 6.8271 1.399 12.3018 0.03 -0.0243 -0.0083
Si 9.6021 4.1004 12.3011 -0.051 0.0262 0.0119
Si 6.8391 6.8455 12.2863 0.0287 0.0229 0.0122
Si 9.5728 9.5833 12.3058 0.0227 0.041 -0.0068
Si 6.8237 12.3227 12.2908 0.0037 -0.0135 -0.0178
Si 9.5671 15.067 12.3125 0.0197 -0.0314 -0.0127
Si 12.3031 1.3901 12.3093 0.0145 0.0178 -0.0022
Si 15.0238 4.0933 12.3033 -0.0185 -0.0062 -0.0099
Si 12.327 6.8199 12.314 -0.0272 0.0103 0.0163
Si 15.0479 9.5689 12.3062 -0.0041 -0.0217 0.0012
Si 12.3013 12.3384 12.3159 0.0168 -0.0125 -0.0108
Si 14.9982 15.088 12.327 0.0348 -0.0155 0.016
Si 16.3395 2.7379 13.7169 0.0141 0.0343 0.0172
Si 2.6792 0.025 13.6574 0.0257 0.0215 -0.0207
Si 0.0174 8.1976 13.673 -0.0324 0.0341 0.0171
Si 2.7012 5.4547 13.6714 0.02 0.0177 0.007
Si 16.3842 13.7268 13.6652 -0.0237 -0.0182 -0.0384
Si 2.7177 10.9398 13.6209 0.0468 -0.0099 -0.0041
Si 5.4513 2.7577 13.672 -0.0346 0.0536 -0.0014
Si 8.2077 0.0529 13.6674 -0.0812 0.0595 -0.0045
Si 5.4645 8.2237 13.6359 -0.0616 -0.0129 0.0196
Si 8.2357 5.4901 13.6333 0.0395 -0.0564 -0.0428
Si 5.4359 13.6873 13.6418 0.0724 0.0048 0.0138
Si 8.2079 10.9738 13.6549 -0.0468 -0.0347 0.0316
Si 10.9861 2.7707 13.7026 0.0031 -0.0692 -0.0162
Si 13.6398 0.0554 13.729 -0.0433 -0.0049 -0.0062
Si 10.9663 8.218 13.6508 -0.0197 0.0225 -0.0039
Si 13.6983 5.4571 13.7006 0.0355 -0.0405 -0.0176
Si 10.9462 13.722 13.6912 -0.0574 -0.0215 0.0528
Si 13.6925 10.9691 13.6529 -0.0416 0.0375 0.0172
Si 1.3017 4.1166 15.0623 0.0655 -0.0366 0.0049
Si 4.0384 1.3943 15.01 -0.007 -0.0602 -0.0512
Si 1.3882 9.5806 15.0214 0.0459 0.0246 -0.016
Si 4.0984 6.8364 14.9839 0.0388 0.0141 -0.0022
Si 1.2841 15.1279 15.0583 0.0104 -0.0036 0.0537
Si 4.0346 12.3338 14.9895 -0.1042 -0.141 -0.0098
Si 6.855 4.1465 14.9871 0.033 0.013 -0.0393
Si 9.5988 1.4112 15.0411 -0.0227 0.0175 0.0294
Si 6.8228 9.6087 14.9974 0.1311 0.1215 0.0182
Si 9.6088 6.8472 15.0053 -0.086 -0.0263 0.0102
Si 6.7864 15.0954 14.9792 -0.0183 -0.0757 -0.0243
Si 9.5719 12.344 15.0356 0.0694 0.0804 -0.0175
Si 12.36 4.1148 15.1198 -0.0452 0.0812 0.0765
Si 14.9592 1.4257 15.1545 0.0038 -0.0284 0.0794
Si 12.3513 9.5817 15.0075 0.011 -0.0519 -0.0019
Si 15.0955 6.8023 15.0578 -0.0249 0.0803 0.0071
Si 12.2741 15.1028 15.1089 0.0426 -0.0069 0.0346
Si 15.0336 12.3605 15.0261 0.0031 -0.0162 -0.0044
Si 16.3009 0.0421 16.524 0.047 0.0084 0.065
Si 2.6358 2.7085 16.3838 -0.0953 0.1339 0.0054
Si 16.4011 5.4541 16.5381 0.0307 -0.0027 -0.0068
Si 2.7013 8.1246 16.3744 0.0749 0.0902 0.0414
Si 0.0689 11.0377 16.3414 -0.1044 -0.0749 0.1249
Si 2.6739 13.7414 16.3404 0.0616 0.0175 0.0224
Si 5.3981 0.0313 16.3544 0.0404 0.0389 0.0825
Si 8.2554 2.8364 16.3465 0.0058 -0.0308 0.0628
Si 5.5111 5.5231 16.3407 -0.1174 0.027 0.0036
Si 8.2158 8.2202 16.3214 0.1053 -0.0856 -0.0652
Si 5.3924 10.953 16.334 0.0235 0.0176 0.1073
Si 8.1768 13.7762 16.333 -0.0687 -0.0469 0.0648
Si 10.8978 0.0742 16.512 0.0417 -0.0184 -0.0137
Si 13.6582 2.797 16.6468 0.0573 -0.052 0.031
Si 11.0237 5.566 16.4186 -0.0152 -0.0712 0.0702
Si 13.771 8.2333 16.3574 0.0164 -0.065 0.1021
Si 10.9861 10.9533 16.3518 -0.092 0.1238 0.0274
Si 13.6844 13.7261 16.4299 -0.0851 0.0475 0.0489
Si 1.2158 1.4748 17.8876 -0.0237 0.0823 -0.006
Si 4.1038 4.091 17.5711 0.0596 0.011 -0.2498
Si 1.4546 6.7523 17.8877 0.1018 -0.0806 0.0632
Si 4.0676 9.4831 17.695 0.1509 -0.0976 -0.0767
Si 1.3131 12.4799 17.7692 -0.1594 0.1294 0.0566
Si 3.9627 15.1126 17.7422 -0.0496 -0.0875 0.0819
Si 6.8685 1.4039 17.5958 0.0772 -0.0767 -0.2148
Si 9.589 4.2555 17.752 -0.015 -0.0115 -0.1075
Si 6.8294 6.9411 17.738 -0.0296 0.0735 -0.0249
Si 9.6154 9.5553 17.6532 -0.064 -0.148 -0.0667
Si 6.7053 12.4652 17.6066 -0.1023 0.1897 -0.0604
Si 9.4891 15.0868 17.8276 -0.2444 -0.0477 0.1706
Si 12.1791 1.4531 17.9933 -0.0902 0.0571 0.0546
Si 15.0722 4.1879 18.072 -0.0612 -0.0469 0.1212
Si 12.4486 6.9213 17.8055 0.0106 0.0452 -0.0328
Si 15.2399 9.5516 17.6651 0.071 0.0739 -0.1632
Si 12.3587 12.2974 17.7367 0.1724 -0.0411 0.0301
Si 14.933 15.078 17.9563 0.0357 -0.1019 0.0404
Si 16.3734 2.7942 19.5706 0.2007 -0.0377 0.0872
Si 2.5587 0.0548 19.1595 -0.0573 -0.0172 0.2054
Si 0.1813 8.2654 19.1686 0.0038 0.1166 0.2622
Si 2.9023 5.2535 19.1522 -0.0679 -0.0701 0.1642
Si 16.3706 13.7856 19.4095 -0.1352 -0.0473 0.4066
Si 2.7682 11.0253 18.8447 -0.0286 -0.0396 0.4046
Si 5.505 2.7722 18.8336 -0.0385 -0.0836 0.1083
Si 8.1013 0.1969 19.1752 0.1045 -0.0339 0.1725
Si 5.3743 8.1118 19.2126 0.0075 0.0341 0.3815
Si 8.2719 5.6941 19.0877 0.1638 -0.0399 0.265
Si 5.4241 13.8864 19.119 0.0821 -0.1034 0.3956
Si 7.9446 10.8357 18.6736 0.1603 0.0043 0.3077
Si 10.8024 2.9704 19.3081 -0.0848 -0.0001 0.3003
Si 13.4818 0.0135 19.3747 -0.0471 -0.067 0.1202
Si 11.1282 8.3782 19.1001 0.0342 0.0596 0.3509
Si 13.7296 5.659 19.4222 -0.1682 0.0938 0.2375
Si 10.833 13.539 19.0571 -0.0515 -0.0427 0.1281
Si 13.95 10.9644 18.9669 -0.0707 -0.0651 0.3599
Si 2.0899 3.611 20.7173 0.1064 0.0342 0.1708
Si 4.1897 1.3763 20.1755 0.0545 -0.0713 0.4165
Si 1.4879 9.8716 20.406 0.2039 0.132 0.2365
Si 4.5557 6.1901 20.5636 0.1109 0.1351 0.1014
Si 0.8275 15.6621 20.7542 0.4667 -0.5173 0.1493
Si 4.2058 12.2056 20.2269 0.0716 0.0558 0.0664
Si 6.8542 4.1516 20.1381 0.0866 0.033 0.5554
Si 9.0118 1.9337 20.5775 0.0098 0.1507 0.1697
Si 6.422 9.942 20.2714 -0.0676 -0.1843 0.1662
Si 9.861 6.9655 20.4564 0.0514 0.0519 0.0199
Si 6.4286 15.6295 20.5441 -0.3428 0.1647 -0.1461
Si 9.3238 11.9743 20.0871 -0.4918 -0.228 0.0564
Si 11.9212 4.6296 20.6784 -0.0536 0.0596 0.1
Si 14.831 1.3318 20.8557 -0.1754 -0.0153 0.0848
Si 12.8178 9.5654 20.4458 -0.0441 0.2053 -0.1331
Si 15.0147 7.3476 20.6763 0.1709 0.0809 0.1779
Si 12.2048 14.7116 20.5522 -0.2506 0.0028 0.2643
Si 15.4245 11.8934 20.6399 0.2415 0.129 -0.0312
Si 1.6671 15.0988 23.8046 -0.1188 0.0576 0.3374
Si 5.135 4.6161 25.17 0.4479 0.0592 -0.064
Si 3.0892 12.5827 23.0382 0.1042 -0.0587 0.348
Si 2.1591 9.8471 23.2935 0.0533 -0.052 0.1952
Si 9.4664 8.7583 24.8517 0.1734 -0.2474 0.2299
Si 11.0293 14.0586 23.1885 -0.0254 0.1484 0.5893
Si 7.9302 8.6555 27.388 0.1922 -0.0282 -0.4544
Si 2.8102 0.4571 26.0349 0.0077 -0.0443 -0.259
Si 7.9842 3.4055 25.1782 -0.2595 0.1605 -0.0046
Si 6.0359 12.25 23.8841 0.0637 0.0067 0.3274
Si 3.357 9.8541 26.1235 0.0292 0.2577 -0.144
Si 12.8754 2.757 23.0924 -0.0384 -0.0627 0.1597
Si 9.8863 1.5932 23.548 -0.1512 0.1258 0.395
Si 7.6275 6.381 25.5314 0.0199 -0.0899 -0.1984
Si 8.7996 9.5385 22.0386 -0.0539 -0.0055 0.2471
Si 12.5753 1.542 27.8201 0.0602 0.0304 -0.1948
Si 0.3775 7.4303 23.3693 -0.1748 0.1513 0.2272
Si 8.0205 13.6946 22.0709 -0.0815 -0.0481 0.1903
Si 2.883 5.5633 23.0015 0.2523 -0.0179 0.3176
Si 0.0679 4.575 27.2625 -0.0784 0.0855 -0.3112
Si 2.1254 14.4783 27.6536 -0.0283 -0.0402 -0.4737
Si 6.1521 10.9891 26.3318 0.0503 0.0359 -0.2194
Si 3.0217 3.295 27.1573 -0.0482 -0.0378 -0.4029
Si 9.659 15.3731 25.4365 -0.1349 -0.1693 -0.0248
Si 12.0262 9.9144 25.756 -0.0689 -0.2292 -0.2447
Si 11.6889 12.0162 27.5593 0.0713 -0.2683 -0.3761
Si 13.864 3.4076 25.9941 0.0813 0.0255 0.1155
Si 13.0184 12.1413 22.026 0.1036 0.0303 0.2745
Si 15.7744 7.2781 26.1582 -0.1038 0.0947 0.0466
Si 6.9512 13.8105 26.1061 0.0171 -0.0799 -0.1624
Si 0.486 9.9419 27.4102 -0.1212 0.0096 -0.5323
Si 4.2568 8.3852 28.5384 -0.0317 0.3917 -0.5007
Si 9.6948 2.8603 27.5813 -0.0973 -0.0507 -0.3287
Si 11.7184 5.0819 27.6799 -0.0144 0.0522 -0.4253
Si 13.0257 7.6634 27.5674 0.0122 0.2635 -0.3465
Si 10.2581 14.6279 28.2445 -0.0295 0.087 -0.1623
Si 14.3549 11.5142 26.1628 -0.1064 -0.0166 -0.2026
Si 4.8467 15.4515 27.4286 0.1822 -0.0859 -0.3892
Si 16.0488 14.0429 25.8782 0.0111 -0.2132 -0.1072
Si 14.4791 15.4278 28.1808 0.2057 -0.0993 -0.3286
O 15.8581 15.9286 28.9369 0.3566 0.0193 0.3269
O 2.6889 2.0606 26.1397 -0.0932 0.0371 -0.1482
O 1.408 3.9633 30.1381 0.1814 0.0194 0.0373
O 3.3582 2.7714 28.6808 -0.1386 -0.1376 0.6676
O 15.9383 5.0081 28.7573 0.0185 0.2184 0.5701
O 1.9398 16.0653 27.1993 0.0824 0.0024 0.3956
O 3.9632 6.9624 0.6848 0.1708 -0.3547 -0.1386
O 2.7605 8.315 29.2265 -0.2245 -0.2319 0.3622
O 15.2337 12.1713 29.9112 -0.2578 0.0373 0.4952
O 13.6742 7.6427 29.065 0.112 -0.0774 0.7777
O 3.8722 12.1158 29.7655 -0.12 0.3483 0.2771
O 1.9725 14.0853 29.2309 -0.0021 -0.0312 0.8438
O 6.9383 15.0312 29.994 -0.2634 0.0082 0.4064
O 4.8951 16.2143 28.8769 -0.1214 0.3166 0.6377
O 9.5958 1.0355 30.2111 -0.1019 0.0363 0.1548
O 8.7838 3.0206 28.9285 -0.1305 -0.0904 0.469
O 9.7858 6.7734 29.8778 0.031 -0.2032 0.3048
O 7.6082 7.0963 27.0014 -0.1708 -0.0245 0.1211
O 12.5155 9.1317 27.1087 0.005 0.0255 0.3958
O 5.1052 6.9886 28.8152 0.3243 -0.2981 0.5961
O 5.0267 9.7207 29.1887 0.2651 0.2245 -0.1032
O 8.9835 13.8485 28.9414 -0.4901 -0.284 0.2542
O 11.0688 15.4343 29.4018 0.2606 0.4082 0.4907
O 15.0301 15.0279 26.6884 -0.177 0.3113 0.4209
O 13.2217 0.0642 28.0646 0.0602 0.0929 0.2162
O 15.1135 1.526 30.2397 0.1298 0.1143 0.5301
O 15.4254 3.5637 26.486 0.0995 0.0897 -0.0632
O 11.7428 4.9681 29.3161 -0.1408 -0.0561 0.6663
O 8.234 8.7313 28.971 -0.0231 -0.1589 0.6326
O 0.2199 8.386 26.9987 0.2421 -0.1259 0.0572
O 11.7294 6.684 27.3515 -0.1485 -0.1084 0.1979
O 12.3451 9.5292 30.1228 0.0356 -0.0539 0.1916
O 11.0823 11.4072 28.9445 -0.0658 -0.1416 0.566
O 13.8532 14.1898 29.0494 -0.318 -0.2882 0.3947
O 15.6643 7.3702 24.5435 -0.117 -0.1894 -0.2355
O 16.0189 6.9897 21.9837 -0.2416 0.0598 -0.4413
O 3.2429 2.4204 21.1052 -0.3625 0.0454 -0.2444
O 1.594 4.0482 27.2966 0.1373 -0.0956 0.0657
O 2.5345 9.5144 21.714 -0.0074 -0.1307 -0.5713
O 6.5558 10.9543 24.7406 0.1134 -0.0113 0.0397
O 5.7723 5.0977 21.0484 -0.0317 0.3678 -0.5497
O 3.765 6.5176 21.9917 0.0151 -0.0794 -0.3797
O 2.7482 13.8808 23.9557 0.0305 -0.1079 -0.2234
O 1.5312 15.3061 22.2098 0.0685 -0.1641 -0.3331
O 3.2323 12.8638 21.4345 0.1521 0.0969 -0.3877
O 13.3282 11.9785 27.3625 -0.0762 -0.1255 0.4615
O 7.8164 3.0648 21.0164 0.1957 -0.0389 -0.3611
O 13.2979 1.9492 26.4167 0.0139 -0.0602 -0.0208
O 11.4968 1.9916 23.6314 0.1844 -0.1248 0.0229
O 6.6881 9.6468 27.0471 -0.4314 -0.0065 0.337
O 7.2049 9.5341 21.672 0.0007 0.0883 -0.1945
O 9.3616 8.0407 21.6297 0.1679 -0.1643 0.0195
O 10.8208 5.8043 21.194 0.2759 -0.0758 -0.3371
O 7.1651 15.0877 21.9528 -0.0061 0.1 0.1146
O 8.2687 13.1952 20.5485 0.3276 -0.0397 -0.0511
O 9.5438 10.8108 21.297 0.4636 0.4174 -0.1627
O 12.4282 3.9814 22.1147 -0.0384 0.2246 -0.2421
O 15.9908 0.2348 21.334 0.1165 0.0002 -0.5105
O 0.2287 14.7246 24.5074 0.0597 -0.1093 -0.0425
O 12.3685 10.6803 21.6282 0.1342 -0.1044 0.0611
O 13.8673 8.4719 21.1798 -0.1885 -0.2154 -0.3308
O 12.0547 12.7692 23.2094 0.0571 -0.3016 -0.1239
O 13.0762 13.3146 20.8567 -0.0471 0.3094 -0.0139
O 14.6567 11.9552 22.156 0.0786 0.0154 -0.291
O 2.2825 0.0141 24.5517 0.1889 -0.0594 -0.1152
O 11.6015 15.1338 22.0785 0.4158 -0.0429 -0.751
O 4.3956 0.1029 26.2592 -0.0208 -0.1163 0.1739
O 1.7187 6.5209 23.6722 0.0473 -0.3313 -0.0464
O 1.9495 11.4676 23.4064 0.1057 -0.0587 0.0663
O 0.2903 10.8726 20.9925 -0.1466 -0.0103 -0.4158
O 4.5338 11.9526 23.4168 -0.2129 -0.0026 -0.062
O 4.5038 11.0178 26.3858 0.1174 0.1013 -0.0761
O 8.5793 7.3696 24.5949 -0.0704 -0.0539 0.0061
O 8.9977 9.7383 23.6464 -0.3308 0.2115 -0.2878
O 13.9307 1.8056 22.219 0.153 -0.2698 -0.2465
O 10.9423 14.6248 24.7218 0.0638 -0.2414 -0.2422
O 11.1388 8.8938 24.8058 -0.1453 0.0318 -0.0478
O 5.268 0.3732 21.0318 0.2078 -0.3609 -0.3491
O 6.3276 3.443 24.9463 -0.1517 -0.3137 -0.0688
O 14.2257 7.1889 26.5972 -0.0424 -0.2311 0.0779
O 8.3664 14.3345 25.468 0.1555 0.205 -0.2436
O 8.4004 4.961 25.4411 -0.0538 -0.0902 0.0882
O 1.918 10.3812 26.7224 -0.0761 0.0621 0.1153
O 6.8929 12.3544 26.9149 0.1433 0.0669 0.0631
O 7.1306 12.5136 22.7381 0.0714 -0.0188 -0.2522
O 5.303 11.0626 20.7841 -0.1695 0.1827 -0.2145
O 9.4858 0.3479 24.559 -0.0243 0.0596 -0.0921
O 9.4717 13.7569 22.798 -0.0345 -0.1192 0.1281
O 9.555 1.2344 21.9918 0.044 -0.1558 -0.6599
O 8.8509 2.8246 23.9205 0.281 -0.1131 -0.1283
O 6.0356 6.0229 25.2015 -0.0327 0.1007 0.0022
O 15.5949 10.6975 26.7911 0.1743 -0.2057 0.261
O 11.0981 11.1736 26.269 0.1705 0.274 0.3244
O 8.5375 2.5322 26.4555 0.1669 0.0632 0.1882
O 2.0354 4.4293 22.1734 -0.0889 -0.1044 -0.4793
O 5.9617 13.5943 24.8239 0.0785 -0.0869 0.0564
O 6.3513 14.9437 27.0887 -0.1285 0.1347 0.145
O 0.511 10.2558 29.0171 -0.0548 0.1185 0.5346
O 0.7812 9.0157 23.4794 -0.2167 0.0618 0.146
O 9.134 9.1793 26.4024 -0.0034 -0.0313 0.0302
O 0.1862 5.9122 26.3848 -0.0588 -0.1777 -0.1887
O 3.9617 4.8405 24.0392 -0.5194 0.2088 -0.399
O 0.9732 13.6473 26.804 0.0852 0.1714 0.2224
O 3.742 14.2136 27.3639 0.0626 -0.1558 0.2416
O 3.9211 8.5507 26.9395 0.3409 -0.4277 0.4795
O 10.9399 1.7683 27.6531 0.0703 0.0919 -0.0169
O 4.2737 4.1798 26.5257 -0.1544 0.0823 0.5637
O 13.6864 3.4347 24.364 -0.2056 -0.1583 -0.3312
O 9.8922 15.6779 27.0229 0.1314 0.02 0.3814
O 11.2075 13.5514 27.4918 -0.1462 0.3168 -0.1443
O 3.1951 9.4598 24.5284 -0.1447 0.0979 -0.1813
O 10.3739 4.3044 27.1916 -0.0217 -0.0068 0.1531
O 12.993 4.512 26.8293 -0.0754 0.2152 -0.039
O 15.1019 12.7749 25.43 0.2048 0.1144 0.0763
O 13.0252 2.5277 29.0505 0.0866 0.2308 0.4875
O 13.4279 10.5802 25.1317 -0.1525 0.1934 -0.1581
Si 0.0418 16.3763 5.463 -0.0852 -0.0204 -0.0127
Si 2.7687 2.6795 5.4114 -0.0892 0.0134 -0.0451
Si 0.0186 5.4131 5.4488 0.0477 -0.0149 -0.0099
Si 2.7401 8.1501 5.4552 0.082 -0.0022 -0.023
Si 16.3903 10.8938 5.5338 -0.0776 0.0021 0.0279
Si 2.7642 13.6836 5.5027 0.0849 0.0817 0.0067
Si 5.4315 16.3903 5.4247 -0.0028 -0.0723 -0.0425
Si 8.1734 2.7331 5.4544 0.0302 -0.0063 -0.006
Si 5.4575 5.439 5.4181 -0.0542 0.0207 -0.0249
Si 8.2083 8.1914 5.4688 -0.0263 -0.0026 0.0034
Si 5.4836 10.9116 5.4756 0.0137 -0.0165 0.0006
Si 8.1968 13.6329 5.4425 0.0273 0.0727 -0.0757
Si 10.898 16.3726 5.4769 0.0133 0.0155 0.0092
Si 13.7012 2.6908 5.4635 -0.0029 0.0151 -0.0216
Si 10.9258 5.4518 5.4693 -0.014 0.0054 -0.0523
Si 13.6592 8.1814 5.52 -0.0392 0.0042 -0.028
Si 10.9166 10.9228 5.4903 -0.0354 -0.0666 -0.0259
Si 13.6822 13.6288 5.5189 -0.0115 -0.0506 0.0059
Si 1.3928 1.354 6.8197 0.0469 -0.0176 0.0009
Si 4.1011 4.0706 6.7976 0.0457 0.0079 0.0008
Si 1.3743 6.7904 6.8231 0.0137 -0.0101 0.0197
Si 4.1 9.5399 6.8218 -0.0059 0.0022 0.0024
Si 1.3769 12.2984 6.8452 0.0327 -0.059 -0.0141
Si 4.1039 15.0577 6.8588 -0.0735 0.0231 0.0369
Si 6.8067 1.3515 6.804 0.0384 -0.0083 0.0169
Si 9.549 4.0916 6.8276 -0.0104 -0.0023 -0.0032
Si 6.8198 6.8148 6.8059 0.0104 0.0191 -0.0131
Si 9.5669 9.5488 6.8554 0.0613 -0.0432 -0.0044
Si 6.838 12.2928 6.8402 -0.0362 -0.0218 -0.0067
Si 9.5375 15.0099 6.8377 0.0143 -0.0018 0.0002
Si 12.2947 1.3442 6.8179 0.0025 -0.0009 -0.0205
Si 15.0486 4.0733 6.8292 -0.0016 -0.0087 0.0118
Si 12.2814 6.8143 6.8558 0.0056 0.0405 0.0067
Si 15.0169 9.5449 6.8906 0.0148 0.0328 0.0254
Si 12.2856 12.2836 6.8662 0.0075 0.0109 0.0009
Si 15.054 15.0267 6.8407 0.0177 -0.0048 -0.0189
Si 0.0169 2.7173 8.1895 -0.0125 0.0231 -0.0062
Si 2.731 0.0074 8.2211 0.0116 -0.0208 0.013
Si 0.012 8.1682 8.2043 -0.0036 0.0248 0.0031
Si 2.7425 5.4325 8.1879 -0.0313 0.0131 -0.0172
Si 0.0054 13.6639 8.2141 -0.0259 0.0013 0.0024
Si 2.7435 10.9212 8.1949 0.0235 0.0198 0.0011
Si 5.4625 2.7247 8.1918 -0.0379 -0.0104 -0.001
Si 8.1777 16.4001 8.19 0.0002 -0.0129 -0.0106
Si 5.4686 8.1819 8.1909 -0.0304 -0.0223 -0.0065
Si 8.1915 5.4669 8.1945 0.0054 0.0173 0.0013
Si 5.4744 13.6766 8.2044 0.0322 0.0215 -0.0154
Si 8.2045 10.9313 8.2095 -0.0101 0.009 -0.0049
Si 10.9299 2.7241 8.182 0.0041 0.0103 0.0107
Si 13.6678 16.3958 8.1895 -0.0088 0.0026 0.0151
Si 10.9341 8.1925 8.2261 -0.0326 -0.0049 0.0141
Si 13.6748 5.4467 8.1909 -0.0045 -0.0031 0.009
Si 10.9221 13.6701 8.2126 0.007 0.0141 0.0092
Si 13.6528 10.9269 8.2397 -0.042 -0.0478 0.0069
Si 1.3645 4.0904 9.5642 0.0329 0.0016 -0.0022
Si 4.0901 1.3795 9.5806 -0.0173 -0.0134 0.0016
Si 1.367 9.5613 9.5613 0.016 0.0006 0.0013
Si 4.0991 6.8153 9.5536 0.0305 0.0184 -0.0144
Si 1.3511 15.0494 9.5793 0.0082 -0.0184 0.0069
Si 4.0975 12.3074 9.5588 -0.0098 -0.0076 -0.0103
Si 6.8297 4.0983 9.5631 0.0297 0.0068 -0.0073
Si 9.5577 1.3666 9.5536 -0.0025 -0.0136 -0.0059
Si 6.8306 9.5622 9.559 0.016 0.0176 -0.0172
Si 9.5627 6.8264 9.5761 0.0053 0.0189 0.005
Si 6.8247 15.0484 9.5806 -0.0001 -0.0077 -0.0027
Si 9.5615 12.3078 9.5831 0.0169 -0.0195 -0.0097
Si 12.3003 4.0897 9.5523 -0.0054 0.0077 0.0048
Si 15.0296 1.369 9.5507 0.0064 -0.0054 -0.0081
Si 12.294 9.5606 9.6023 0.0198 0.0086 0.0053
Si 15.0359 6.8147 9.568 0.005 0.0058 0.0025
Si 12.2927 15.0484 9.5668 0.0096 -0.0186 0.0125
Si 15.0251 12.3128 9.5835 0.0089 -0.0101 -0.006

Results
total energy: -85943.483 eV
total energy less fixed offsets of O -438.35, Si -107.03 eV per atom: 10.957 eV
